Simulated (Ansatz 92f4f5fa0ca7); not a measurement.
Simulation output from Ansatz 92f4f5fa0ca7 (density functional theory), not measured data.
Periodic cell of 351 atoms, Si241O110, from a study of silicon, its oxide and their interface. The atomic structure is a simulated model.
Doubt: the cutoff is far below the 930 eV that the study's wrapper takes by default for these files, so forces and energies are approximate.
This geometry differs little from another in the collection (a relaxation step or a small displacement).

Settings: functional PBE; potential files Ansatz PAW; basis plane waves; wave-function cutoff 580 eV; density cutoff ratio 5; exchange-correlation grid ratio 1; k mesh 1 x 1 x 1, Gamma-centred; self-consistency stop 5e-08 eV per atom in the density residual; occupations fixed; spin none; net charge 0.

Cell vectors (angstrom)
a, 11.6015, 0, 0
b, 0, 13.3963, 0
c, 0, 0, 39.7643

Atoms: element, x, y, z (angstrom)
Si, 0, 2.2327, 1.1851
Si, 3.8672, 2.2327, 1.1851
Si, 7.7343, 2.2327, 1.1851
Si, 1.9336, 5.5818, 1.1851
Si, 5.8008, 5.5818, 1.1851
Si, 9.6679, 5.5818, 1.1851
Si, 0, 8.9308, 1.1851
Si, 3.8672, 8.9308, 1.1851
Si, 7.7343, 8.9308, 1.1851
Si, 1.9336, 12.2799, 1.1851
Si, 5.8008, 12.2799, 1.1851
Si, 9.6679, 12.2799, 1.1851
Si, 1.9336, 1.1164, 1.9745
Si, 5.8008, 1.1164, 1.9745
Si, 9.6679, 1.1164, 1.9745
Si, 0, 4.4654, 1.9745
Si, 3.8672, 4.4654, 1.9745
Si, 7.7343, 4.4654, 1.9745
Si, 1.9336, 7.8145, 1.9745
Si, 5.8008, 7.8145, 1.9745
Si, 9.6679, 7.8145, 1.9745
Si, 0, 11.1635, 1.9745
Si, 3.8672, 11.1635, 1.9745
Si, 7.7343, 11.1635, 1.9745
Si, 1.9336, 1.1164, 4.3426
Si, 5.8008, 1.1164, 4.3426
Si, 9.6679, 1.1164, 4.3426
Si, 0, 4.4654, 4.3426
Si, 3.8672, 4.4654, 4.3426
Si, 7.7343, 4.4654, 4.3426
Si, 1.9336, 7.8145, 4.3426
Si, 5.8008, 7.8145, 4.3426
Si, 9.6679, 7.8145, 4.3426
Si, 0, 11.1635, 4.3426
Si, 3.8672, 11.1635, 4.3426
Si, 7.7343, 11.1635, 4.3426
Si, 0, 0, 35.4237
Si, 3.8672, 0, 35.4237
Si, 7.7343, 0, 35.4237
Si, 1.9336, 3.3491, 35.4237
Si, 5.8008, 3.3491, 35.4237
Si, 9.6679, 3.3491, 35.4237
Si, 0, 6.6981, 35.4237
Si, 3.8672, 6.6981, 35.4237
Si, 7.7343, 6.6981, 35.4237
Si, 1.9336, 10.0472, 35.4237
Si, 5.8008, 10.0472, 35.4237
Si, 9.6679, 10.0472, 35.4237
Si, 0, 0, 37.7919
Si, 3.8672, 0, 37.7919
Si, 7.7343, 0, 37.7919
Si, 1.9336, 3.3491, 37.7919
Si, 5.8008, 3.3491, 37.7919
Si, 9.6679, 3.3491, 37.7919
Si, 0, 6.6981, 37.7919
Si, 3.8672, 6.6981, 37.7919
Si, 7.7343, 6.6981, 37.7919
Si, 1.9336, 10.0472, 37.7919
Si, 5.8008, 10.0472, 37.7919
Si, 9.6679, 10.0472, 37.7919
Si, 0, 2.2327, 38.5813
Si, 3.8672, 2.2327, 38.5813
Si, 7.7343, 2.2327, 38.5813
Si, 1.9336, 5.5818, 38.5813
Si, 5.8008, 5.5818, 38.5813
Si, 9.6679, 5.5818, 38.5813
Si, 0, 8.9308, 38.5813
Si, 3.8672, 8.9308, 38.5813
Si, 7.7343, 8.9308, 38.5813
Si, 1.9336, 12.2799, 38.5813
Si, 5.8008, 12.2799, 38.5813
Si, 9.6679, 12.2799, 38.5813
Si, 0.0642, -0.0561, 28.3408
Si, 3.8565, -0.1139, 28.3257
Si, 7.3363, 0.2675, 28.0707
Si, 2.1621, 3.3556, 28.4855
Si, 5.7709, 3.4124, 28.5947
Si, 9.7766, 3.2127, 28.4848
Si, 0.0743, 6.5625, 28.1605
Si, 3.893, 6.7285, 28.2234
Si, 7.7835, 6.6276, 28.2455
Si, 1.9668, 9.9878, 28.2217
Si, 5.792, 10.0294, 28.2147
Si, 9.7594, 9.941, 28.3563
Si, 0.1654, 2.1799, 29.1433
Si, 3.9415, 2.0908, 29.3039
Si, 7.7301, 2.2855, 29.182
Si, 2.0029, 5.5947, 29.1299
Si, 5.8108, 5.6687, 29.1405
Si, 9.7275, 5.5161, 29.0485
Si, 0.0822, 8.7822, 29.0151
Si, 3.8943, 8.9198, 29.065
Si, 7.7486, 8.8815, 29.0002
Si, 1.9487, 12.1946, 29.0984
Si, 5.7725, 12.2375, 29.0875
Si, 9.8413, 12.1464, 29.1331
Si, 0.0837, 2.1971, 31.5043
Si, 3.8982, 2.1664, 31.6211
Si, 7.7475, 2.2116, 31.5271
Si, 1.9629, 5.5929, 31.4936
Si, 5.8245, 5.6166, 31.5023
Si, 9.7141, 5.5513, 31.43
Si, 0.0233, 8.8781, 31.411
Si, 3.8777, 8.9101, 31.449
Si, 7.7402, 8.9054, 31.402
Si, 1.9439, 12.239, 31.4732
Si, 5.8164, 12.254, 31.4655
Si, 9.662, 12.2721, 31.4778
Si, 1.9585, 1.0549, 32.335
Si, 5.8428, 1.068, 32.3281
Si, 9.7093, 1.1106, 32.267
Si, 0.0373, 4.4468, 32.2608
Si, 3.894, 4.4573, 32.2676
Si, 7.7629, 4.4667, 32.2557
Si, 1.9504, 7.8145, 32.2794
Si, 5.815, 7.8328, 32.2811
Si, 9.6776, 7.7887, 32.2205
Si, 0.0013, 11.1192, 32.2312
Si, 3.8816, 11.136, 32.2545
Si, 7.7417, 11.1272, 32.2504
Si, 1.9332, 1.1044, 34.6746
Si, 5.8079, 1.106, 34.6705
Si, 9.6736, 1.1175, 34.6342
Si, 0.0029, 4.4639, 34.6313
Si, 3.8693, 4.4666, 34.6354
Si, 7.7383, 4.4687, 34.6289
Si, 1.9351, 7.8173, 34.6428
Si, 5.8026, 7.8214, 34.6434
Si, 9.6683, 7.8133, 34.6089
Si, 0.0007, 11.1534, 34.6147
Si, 3.8687, 11.1586, 34.6282
Si, 7.733, 11.156, 34.6249
Si, -0.0053, 0.0098, 5.1639
Si, 3.8695, 0.0117, 5.1391
Si, 7.7331, -0.0001, 5.1402
Si, 1.9298, 3.3376, 5.1377
Si, 5.7991, 3.3414, 5.1351
Si, 9.6628, 3.3451, 5.1365
Si, -0.0076, 6.7105, 5.1145
Si, 3.8665, 6.6958, 5.0958
Si, 7.733, 6.7004, 5.1089
Si, 1.925, 10.0491, 5.1352
Si, 5.8, 10.062, 5.1068
Si, 9.676, 10.0526, 5.1466
Si, -0.0274, 0.0424, 7.5581
Si, 3.858, 0.0535, 7.5129
Si, 7.7207, 0.0035, 7.5159
Si, 1.8935, 3.3332, 7.5122
Si, 5.7807, 3.332, 7.5068
Si, 9.6245, 3.3523, 7.5082
Si, -0.0445, 6.7463, 7.4699
Si, 3.8482, 6.6971, 7.4387
Si, 7.7068, 6.7251, 7.4598
Si, 1.9068, 10.0657, 7.5055
Si, 5.7848, 10.1092, 7.4553
Si, 9.6806, 10.0728, 7.5262
Si, -0.0602, 2.2856, 8.3898
Si, 3.8406, 2.2739, 8.3764
Si, 7.7056, 2.2161, 8.3405
Si, 1.8806, 5.5932, 8.1545
Si, 5.7821, 5.5797, 8.2132
Si, 9.6331, 5.6022, 8.234
Si, -0.0056, 8.9464, 8.389
Si, 3.8727, 8.9407, 8.176
Si, 7.7051, 8.9751, 8.2067
Si, 1.9344, 12.3156, 8.2745
Si, 5.7729, 12.3283, 8.3281
Si, 9.6447, 12.2988, 8.3566
Si, -0.1129, 2.3521, 10.806
Si, 3.8138, 2.3184, 10.7933
Si, 7.6892, 2.1832, 10.7353
Si, 1.8311, 5.6077, 10.472
Si, 5.7661, 5.5663, 10.5567
Si, 9.5791, 5.6241, 10.5802
Si, -0.0001, 8.9373, 10.8184
Si, 3.8974, 8.9214, 10.5019
Si, 7.6783, 9.0037, 10.5408
Si, 1.9508, 12.3419, 10.6276
Si, 5.7439, 12.3517, 10.722
Si, 9.6321, 12.2893, 10.7523
Si, 1.8304, 1.1991, 11.4419
Si, 5.7259, 1.1709, 11.6295
Si, 9.6182, 1.0997, 11.6339
Si, -0.0884, 4.6721, 11.5091
Si, 3.7564, 4.6266, 11.3698
Si, 7.6905, 4.4416, 11.3745
Si, 2.0303, 7.7797, 11.3231
Si, 5.8222, 7.7791, 11.3255
Si, 9.5339, 7.8471, 11.3573
Si, 0.0485, 11.242, 11.4324
Si, 3.8461, 11.0973, 11.3796
Si, 7.6464, 11.1761, 11.4745
O, 9.5921, 1.0234, 13.3089
O, 11.467, 5.0889, 13.1355
O, 1.6341, 1.2556, 13.0992
O, 7.4966, 11.0129, 13.1249
O, 3.6167, 5.0379, 12.9917
O, 5.7562, 1.1561, 13.3141
O, 7.7902, 4.3939, 13.027
O, 11.9317, 11.521, 13.0606
O, 5.9078, 7.616, 12.9713
O, 9.1164, 7.7739, 12.981
O, 3.8605, 10.7206, 13.009
O, 2.4871, 7.5354, 12.9166
O, 11.7444, 6.5224, 26.4901
O, 3.9361, -0.3005, 26.652
O, 2.686, 3.5493, 26.8958
O, 5.5322, 10.0223, 26.568
O, 6.9618, 14.0648, 26.5031
O, 5.5075, 30.342, 26.9558
O, 2.0365, 10.0001, 26.5532
O, 8.6996, -0.636, 28.0966
O, 3.8895, 6.7843, 26.5421
O, -0.1776, 13.2219, 26.6999
O, 9.7295, 10.1391, 26.6987
O, 9.9413, 2.8209, 26.874
Si, 3.7053, 3.2937, 21.9337
Si, 11.192, 4.9779, 17.3242
Si, 9.3527, 0.313, 14.7716
Si, 4.8156, 6.2349, 22.4095
Si, 7.1573, 11.5747, 14.623
Si, 7.5998, 8.9823, 16.1471
Si, 2.4929, 0.9363, 14.4339
Si, 5.0687, 0.7606, 22.9551
Si, 1.7931, 0.1897, 17.1484
Si, 2.0685, 5.6063, 19.0704
Si, 5.2679, 1.9164, 14.6966
Si, 0.9562, 3.5676, 21.3224
Si, 4.1243, 3.4289, 26.1043
Si, 3.9954, 11.4846, 14.4398
Si, 7.6333, 11.2963, 20.6633
Si, 3.47, 0.553, 25.3333
Si, 9.7658, 1.1286, 23.8389
Si, 5.7965, 7.1559, 14.5252
Si, 4.7887, 1.1773, 17.5257
Si, 11.1564, 11.1417, 14.4437
Si, 1.3035, 10.0935, 25.09
Si, 7.7103, 3.3991, 19.3534
Si, 7.7298, 6.5085, 23.1455
Si, 7.2227, 13.4023, 25.0237
Si, 3.0483, 6.3146, 13.8624
Si, 10.5143, 5.5425, 22.404
Si, 5.0627, 12.7526, 20.0238
Si, 9.1145, 2.9147, 16.6286
Si, 7.2485, 4.3814, 14.5562
Si, 9.8845, 8.3534, 14.298
Si, 7.679, 8.7373, 19.3228
Si, 0.3614, 14.151, 19.7936
Si, 2.2116, -1.7888, 20.5599
Si, 10.0026, 9.2119, 25.3879
Si, 0.4457, 5.7887, 25.0433
Si, 12.1316, 13.1814, 25.2364
Si, 4.5546, 3.7438, 19.1127
Si, 9.0214, 0.8303, 20.7299
Si, 8.3859, 6.4589, 25.9585
Si, 5.8265, 10.5305, 25.0478
Si, 4.7583, 8.5997, 20.6248
Si, 3.6001, 6.1198, 25.0712
Si, 3.4396, 10.3221, 23.0165
Si, 10.065, 3.6901, 25.5136
Si, 2.3231, 8.8783, 19.004
Si, 1.8617, 10.5949, 16.4774
Si, 9.4863, 6.0839, 19.6595
Si, 0.1985, 5.981, 14.4752
Si, 7.9559, 9.5137, 23.2664
O, 4.2314, 6.8265, 14.8511
O, 5.6179, 1.113, 16.1018
O, 6.4245, 6.0424, 22.3218
O, 3.2793, 12.9253, 14.2504
O, 7.9976, 2.8685, 17.8268
O, 5.5516, 11.7031, 14.8315
O, 11.5971, 4.2157, 25.2385
O, 6.7522, 11.8589, 25.1143
O, 3.644, 5.1049, 18.8398
O, 8.6389, 4.6815, 19.7879
O, 4.3499, 9.5397, 21.9042
O, 8.797, 0.1213, 24.6727
O, 3.9361, 8.9448, 19.2645
O, 9.406, 7.7203, 25.6734
O, 10.5, 3.4842, 17.3171
O, 7.8695, 13.0263, 14.8234
O, 14.2126, 11.4464, 22.147
O, 12.472, 11.6458, 24.8017
O, 1.593, 11.9749, 17.3048
O, 4.683, 2.3166, 22.7496
O, 11.3067, 7.5466, 14.3599
O, 5.4773, 13.7901, 18.8033
O, 10.3369, 0.6471, 19.7786
O, 0.8753, 0.9196, 18.2556
O, 1.9322, 9.3076, 17.4766
O, 7.3027, 6.4957, 24.7316
O, 6.1166, 11.5019, 20.0659
O, 11.0384, 5.4136, 15.7743
O, 4.1334, 4.8124, 22.1802
O, 9.1518, 5.0203, 25.7571
O, 9.3026, 9.9146, 24.0957
O, 11.5996, 9.1204, 25.0932
O, 7.3935, 8.7908, 17.7334
O, 3.5598, 12.1495, 19.778
O, 8.4955, 3.9273, 15.4994
O, 1.7266, 10.112, 19.9788
O, 11.2945, 6.2962, 23.6511
O, 10.3516, 6.001, 18.2832
O, 9.4765, 1.1086, 22.2548
O, 6.6875, 9.3795, 24.2843
O, 10.1098, 9.9533, 14.0629
O, 4.327, 6.9069, 23.8322
O, 9.4207, 1.4526, 15.9471
O, 2.141, 3.1735, 22.3857
O, 10.4391, 12.4945, 15.0254
O, 0.6797, 2.1759, 20.5273
O, 8.2821, 12.7786, 20.6452
O, 4.1758, 1.9951, 25.4007
O, 3.6311, 2.1003, 14.6455
O, 13.5118, 7.2689, 19.2071
O, 6.3276, 8.6378, 20.2335
O, 11.2206, 4.0813, 22.1206
O, 9.5985, 2.6854, 24.3248
O, 1.8701, 0.6893, 25.3518
O, 10.4861, 6.302, 20.9508
O, 2.2813, 9.5431, 23.8929
O, 8.9425, 8.1817, 15.6246
O, 6.7389, 5.8835, 14.9197
O, 7.733, 10.5629, 15.7672
O, 1.4272, 0.8025, 15.6694
O, 6.2532, 8.4069, 15.4428
O, 8.0528, 2.0878, 20.2924
O, 6.1553, 3.9479, 19.4683
O, 5.1651, 13.4667, 21.4899
O, 4.1953, 4.6059, 25.005
O, 11.2537, 13.9225, 24.0939
O, 2.0136, 6.0329, 24.7561
O, 13.074, 4.8255, 20.3914
O, 8.5544, 7.4069, 19.6065
O, 4.4784, 10.8128, 24.1825
O, 8.1762, 8.0129, 22.6481
O, 3.8451, 2.9311, 20.3428
O, 7.6538, 10.6935, 22.1863
O, 5.9815, 3.3725, 14.7372
O, 6.4743, 0.7475, 23.7774
O, 4.5188, 2.7627, 17.8146
O, 1.792, 5.8739, 14.7905
O, 1.0601, 12.7907, 20.4383
O, 3.2511, 10.6441, 15.6204
O, 12.7533, 5.0484, 17.8153
O, 4.3443, 7.1135, 21.1308
O, 3.9577, -0.0141, 23.883
O, 0.5776, 10.4558, 15.4956
O, 8.3938, 10.1624, 19.745
O, 8.9382, 5.443, 22.8558
O, 3.3741, 0.4356, 17.329

Results
free energy: -215763.733 eV
free energy less fixed offsets of O -568.88, Si -635.61 eV per atom: -4.923 eV

Forces (eV/angstrom), in the order of the atoms: element, x, y, z
Si, 0.003, -0.0095, 0.0166
Si, 0.0067, 0.009, 0.0063
Si, -0.0028, 0.0008, 0.0012
Si, 0.0028, 0.0132, 0.0173
Si, 0.0069, 0.0079, 0.018
Si, -0.0007, 0.01, 0.0204
Si, 0.0006, -0.0134, 0.0073
Si, 0.0003, -0.0123, 0.0039
Si, 0.0067, -0.0057, -0.0146
Si, -0.0012, 0.0004, -0.0208
Si, 0.0101, 0.0117, 0.0102
Si, -0.0008, -0.0155, -0.0182
Si, -0.0195, -0.0388, -0.0009
Si, 0.0096, -0.0224, 0.0075
Si, -0.0029, -0.0232, -0.0018
Si, -0.0064, -0.0084, -0.0134
Si, -0.0116, -0.0551, -0.0122
Si, -0.0123, -0.0278, -0.0054
Si, -0.013, 0.0169, -0.0009
Si, -0.0007, 0.0244, -0.0062
Si, -0.0193, 0.0403, 0.0025
Si, -0.0068, 0.0416, 0.0042
Si, -0.0419, 0.0268, -0.0059
Si, 0.0403, 0.0044, 0.0046
Si, -0.0606, -0.046, 0.0244
Si, 0.0256, -0.0118, -0.0419
Si, -0.0097, -0.0221, 0.044
Si, -0.03, -0.0155, 0.1294
Si, -0.0273, -0.1223, 0.0075
Si, -0.033, -0.0538, 0.0136
Si, -0.0468, 0.0782, -0.0959
Si, 0.0089, 0.0818, -0.1123
Si, -0.042, 0.1352, -0.1111
Si, -0.0199, 0.1211, 0.0591
Si, -0.1091, 0.1065, 0.0301
Si, 0.1144, 0.0503, -0.013
Si, -0.0746, -0.1503, 0.0605
Si, 0.0394, -0.1452, 0.1515
Si, 0.135, -0.1168, 0.0587
Si, 0.0177, 0.0184, 0.0115
Si, 0.0479, 0.0338, -0.0235
Si, 0.0195, 0.0132, -0.0187
Si, -0.0332, 0.0023, -0.083
Si, 0.0238, 0.0128, 0.0046
Si, 0.0516, 0.0204, -0.0542
Si, 0.0018, 0.0251, 0.0001
Si, -0.0003, 0.0371, 0.0726
Si, 0.0078, -0.0531, -0.0933
Si, -0.0264, -0.0543, -0.0022
Si, 0.0152, -0.0373, -0.0006
Si, 0.0511, -0.0333, 0.0013
Si, 0.009, 0.0087, 0.0055
Si, 0.0125, 0.0175, 0.0108
Si, 0.0038, 0.0118, 0.0017
Si, -0.0141, 0.014, 0.0105
Si, 0.008, 0.014, 0.0073
Si, 0.0197, 0.0228, 0.0072
Si, -0.0008, 0.0232, -0.0032
Si, 0.0017, 0.0279, -0.0116
Si, 0.0037, -0.0071, -0.0021
Si, -0.0041, 0.0041, -0.0202
Si, -0.007, -0.0121, -0.0127
Si, 0.0039, -0.0024, -0.0128
Si, 0.0012, -0.0109, -0.0154
Si, -0.0075, -0.0053, -0.0109
Si, -0.0018, -0.0073, -0.0064
Si, 0, 0.0123, -0.0079
Si, 0.0012, 0.0084, -0.004
Si, -0.008, 0.0052, -0.002
Si, -0.0026, 0.0018, 0.013
Si, -0.0095, -0.0104, 0.0116
Si, 0.0017, 0.0189, 0.025
Si, 0.0258, 0.0212, 0.0217
Si, -0.0079, 0.023, 0.0163
Si, -0.0256, 0.0176, -0.0604
Si, 0.0139, -0.0016, -0.0074
Si, -0.0279, 0.0064, 0.0151
Si, 0.0292, -0.0077, 0.0102
Si, 0.0096, -0.0119, 0.0343
Si, -0.0137, -0.0139, 0.007
Si, -0.0017, -0.0017, -0.0111
Si, -0.009, -0.0118, 0.0243
Si, 0.007, -0.0031, 0.0208
Si, 0.0273, -0.027, 0.0366
Si, -0.016, -0.0082, -0.0154
Si, 0.0046, -0.009, 0.0159
Si, -0.0027, 0.0097, 0.0027
Si, -0.008, 0.0078, -0.0162
Si, 0.0076, -0.0106, 0.0225
Si, 0.0067, 0.0043, -0.0019
Si, -0.0162, 0.0153, -0.013
Si, 0.0022, 0.0107, -0.014
Si, 0.004, 0.0183, -0.01
Si, -0.0024, -0.0046, -0.0125
Si, -0.0212, -0.015, 0.0028
Si, 0.0548, -0.049, -0.005
Si, 0.0062, -0.0013, 0.0178
Si, 0.0061, -0.0074, 0.0076
Si, 0.0037, 0.0028, 0.0237
Si, 0.0023, -0.0038, 0.0103
Si, 0.0014, 0.0076, -0.005
Si, 0.0026, -0.008, 0.0173
Si, 0.0059, -0.0036, 0.0151
Si, 0.009, 0.0026, 0.0172
Si, -0.0032, -0.0003, 0.0159
Si, -0.0042, -0.0062, 0.0176
Si, 0.0034, 0.0028, 0.0167
Si, -0.0035, 0.0037, 0.0392
Si, -0.0038, 0.0054, -0.0091
Si, -0.0103, 0.0028, -0.0186
Si, -0.008, 0.002, -0.0044
Si, -0.0024, 0.0026, -0.0074
Si, 0.0021, -0.0005, -0.0041
Si, -0.0042, -0.0055, -0.0047
Si, -0.014, -0.0006, -0.003
Si, -0.0021, -0.0069, -0.0034
Si, 0.0062, 0.0011, -0.0088
Si, 0.0056, 0.0045, -0.015
Si, -0.0025, 0.0025, -0.0026
Si, -0.0023, 0.0027, -0.0111
Si, 0.002, 0.0027, -0.0076
Si, 0.0015, 0.0013, -0.0045
Si, -0.0014, -0.002, -0.0041
Si, 0.0001, 0.0002, -0.0041
Si, -0.001, -0.0024, -0.0076
Si, 0.0011, -0.0037, -0.0053
Si, 0.005, -0.0006, -0.006
Si, -0.0002, 0.0049, -0.0039
Si, -0.0024, 0.0001, 0.0003
Si, -0.0094, 0.0035, 0.0012
Si, 0.0024, -0.0014, -0.005
Si, 0.001, 0.0008, -0.0031
Si, 0.001, -0.0005, 0.0015
Si, 0, -0.0009, 0.0024
Si, -0.002, 0.0003, 0.0025
Si, -0.0005, 0.0014, 0.005
Si, -0.0012, -0.0014, 0.0039
Si, -0.0014, 0.0016, -0.0002
Si, -0.0005, -0.0017, 0.0063
Si, -0.0026, 0.0006, 0.01
Si, -0.0003, 0.0018, 0.0057
Si, 0.0004, -0.0023, 0.0024
Si, 0.0011, -0.0039, 0.0034
Si, -0.0037, -0.0024, 0.0017
Si, -0.0017, -0.0015, 0.0059
Si, -0.0021, -0.0027, 0.01
Si, 0.0013, 0.0066, 0.0077
Si, -0.0007, 0.0092, 0.0107
Si, -0.0036, 0.0085, 0.0107
Si, 0.0109, -0.0012, 0.009
Si, 0.0051, -0.0025, 0.0096
Si, -0.0008, 0.0013, 0.0123
Si, 0.0038, -0.0044, 0.0088
Si, -0.0013, 0.0005, 0.0098
Si, -0.0044, -0.0051, 0.0121
Si, 0.0006, 0.0009, 0.0097
Si, -0.0066, -0.0011, -0.0228
Si, 0.0023, 0, -0.0155
Si, -0.0026, -0.0089, -0.0134
Si, -0.0013, 0.0003, -0.0065
Si, 0.0001, -0.0024, -0.0084
Si, -0.0025, 0.0073, -0.0167
Si, -0.0004, 0.0016, -0.0201
Si, 0.0022, -0.0018, -0.0141
Si, 0.0015, 0.0021, -0.0186
Si, 0.0016, -0.0007, -0.0075
Si, -0.0032, 0.0018, -0.0103
Si, 0.0041, 0.0002, -0.0138
Si, -0.0027, 0.0066, 0.0196
Si, 0.0076, -0.0037, 0.0128
Si, 0.0013, 0.0022, 0.0216
Si, 0.0102, -0.008, 0.0079
Si, 0.0109, -0.01, 0.0164
Si, 0.0097, -0.0079, 0.0211
Si, -0.002, 0.0141, 0.0169
Si, 0.0018, 0.0113, 0.012
Si, 0.001, 0.0039, 0.0172
Si, 0.0058, -0.0004, 0.0061
Si, 0.0068, -0.0071, 0.0178
Si, 0.0058, -0.001, 0.0152
Si, -0.0045, -0.0054, -0.0298
Si, -0.0051, -0.0007, -0.0444
Si, -0.0007, 0.0016, -0.0372
Si, -0.0082, -0.0094, -0.0342
Si, -0.0094, 0.0127, -0.0374
Si, -0.014, 0.0054, -0.0279
Si, -0.0002, -0.0111, -0.0195
Si, -0.0084, -0.0087, -0.0162
Si, 0.0016, 0.0011, -0.013
Si, -0.017, -0.0093, -0.0228
Si, -0.0047, 0.0025, -0.0311
Si, 0.0037, 0.0092, -0.032
O, -0.0018, -0.0067, 0.0438
O, 0.0058, 0.0147, 0.0395
O, 0.005, -0.0003, 0.0288
O, -0.0068, 0.0023, 0.0404
O, -0.0031, 0.015, 0.0298
O, -0.0044, 0.0099, 0.0517
O, -0.0006, -0.0019, 0.0235
O, 0.0047, 0.0017, 0.0278
O, 0.002, 0.0033, 0.0089
O, -0.0005, 0.0053, 0.0166
O, 0.0023, 0.0052, 0.0287
O, 0.0138, -0.0118, 0.0252
O, 0.0071, -0.0099, -0.0387
O, 0.0057, -0.0091, -0.0142
O, 0.0088, 0.0007, -0.0055
O, 0.0011, 0.0043, -0.0291
O, 0.0054, -0.0026, 0.0114
O, 0.0092, -0.0038, -0.0262
O, -0.0006, 0.0067, -0.0309
O, -0.0216, 0.0235, 0.0002
O, 0.0009, -0.0011, -0.0313
O, -0.0101, -0.001, -0.0312
O, -0.0176, 0.0182, -0.0429
O, -0.0031, -0.001, -0.0065
Si, 0.006, 0.0056, -0.0003
Si, -0.0034, -0.0001, 0.0012
Si, -0.0034, -0.0022, -0.0062
Si, 0.0043, 0.001, -0.0037
Si, -0.003, 0.0089, -0.0121
Si, -0.0052, -0.0033, 0.0144
Si, 0.0023, 0.0018, -0.0107
Si, 0.0001, 0.0008, 0.0035
Si, -0.0004, -0.0024, 0.0098
Si, -0.0016, 0.0002, 0.001
Si, 0.0066, -0.0028, -0.0091
Si, -0.0032, 0.0009, -0.0021
Si, -0.0156, -0.0034, -0.0001
Si, 0.012, -0.005, -0.0094
Si, 0.0026, -0.0026, 0.0047
Si, -0.0116, 0.0139, 0.0002
Si, 0.0031, 0.0029, -0.0092
Si, -0.0043, -0.0167, -0.0033
Si, 0.0016, -0.0015, 0.0031
Si, -0.0053, 0.0097, -0.0097
Si, 0.0004, 0.003, 0.0085
Si, 0.0025, -0.0009, 0.0003
Si, -0.0041, -0.0015, 0.0044
Si, -0.0105, 0.0026, -0.0086
Si, 0.003, 0.0025, -0.0064
Si, -0.0012, 0.0018, -0.0002
Si, -0.001, 0.004, 0.0033
Si, -0.0021, -0.0026, 0.0008
Si, -0.0054, 0.0015, -0.0066
Si, 0.0106, -0.0046, -0.0113
Si, -0.0018, -0.0025, -0.0049
Si, -0.0001, 0.001, -0.0043
Si, 0.0009, -0.001, 0.0047
Si, 0.0082, -0.01, 0.0043
Si, 0.0179, 0.0064, 0.0048
Si, 0.0039, -0.0046, 0.0007
Si, -0.0008, 0.0014, 0.0034
Si, 0.0015, 0.0045, 0.0048
Si, 0.0027, -0.002, -0.0204
Si, -0.0063, 0.0007, 0.006
Si, -0.0034, -0.0051, 0.0045
Si, -0.0145, -0.0059, 0.0112
Si, -0.0029, -0.0015, 0.0003
Si, 0.0047, 0.0082, 0.0021
Si, 0.0001, 0.0008, 0
Si, -0.0015, -0.0006, 0.0119
Si, 0.0026, 0.0006, -0.0011
Si, -0.0136, -0.0008, 0.0012
Si, 0.004, -0.002, -0.0008
O, 0.0031, 0.0028, -0.0058
O, -0.002, -0.0034, 0.0059
O, -0.0015, 0.0001, 0.0023
O, -0.0038, 0.0061, 0.0009
O, -0.003, 0.0024, 0.002
O, -0.0018, -0.0013, -0.0109
O, -0.0053, -0.0016, 0.0041
O, 0.001, -0.0039, 0.0055
O, 0.0005, -0.0021, -0.002
O, -0.0009, -0.0002, -0.0015
O, 0.0036, -0.0035, -0.0065
O, 0.0018, -0.0003, 0.007
O, -0.0022, 0.0001, -0.0031
O, -0.0048, 0.0093, 0.0029
O, 0.0034, 0.0052, -0.0048
O, 0.001, -0.006, -0.0091
O, -0.0031, 0.0027, -0.0028
O, 0.0016, 0.0032, 0.0126
O, -0.0009, 0.0045, -0.0041
O, -0.002, 0.001, 0.0039
O, -0.0084, -0.0181, -0.0006
O, 0.0003, -0.0031, 0.0021
O, 0.0025, 0.0001, -0.0006
O, -0.0014, -0.0005, 0.0054
O, 0.0027, -0.0041, 0.0013
O, -0.0042, 0.003, 0.0033
O, -0.0034, 0.0032, 0.0001
O, 0.0114, 0.0073, -0.0188
O, -0.0027, -0.0062, -0.0012
O, 0.0003, 0.0016, 0.0117
O, -0.0161, 0.0041, -0.0123
O, 0.0049, 0.0024, 0.0049
O, 0.0039, -0.0006, 0.0037
O, 0.0027, 0.0015, -0.0009
O, 0.0056, -0.0055, -0.0003
O, 0.0009, -0.0006, -0.0002
O, -0.0064, -0.0011, -0.0046
O, -0.0017, -0.0003, 0.0003
O, -0.0032, -0.0022, -0.006
O, 0.0072, 0.0015, -0.0002
O, 0.0028, -0.0045, -0.0042
O, 0.0059, 0.0033, -0.0047
O, 0.0001, 0.0093, 0.0014
O, -0.0003, 0.0005, 0.004
O, 0.0008, 0.0007, -0.0065
O, -0.0019, -0.0014, 0.0002
O, -0.0018, -0.0002, 0.0005
O, -0.0098, -0.0133, 0.0044
O, -0.0006, -0.0038, -0.0062
O, 0.0006, 0.0019, -0.0031
O, -0.0034, -0.0001, 0.0003
O, 0.0033, -0.0029, -0.0004
O, -0.0012, -0.0083, -0.0011
O, 0.0147, -0.0039, 0.0028
O, -0.0012, 0.001, -0.0027
O, 0.007, -0.0004, -0.0061
O, -0.0098, 0.001, 0.0007
O, -0.0018, 0.0036, -0.0081
O, 0.004, -0.0059, -0.0021
O, -0.0043, -0.0013, 0.0033
O, 0.0107, 0.0073, -0.0012
O, 0.0002, -0.0003, 0.0013
O, -0.0009, -0.001, -0.0007
O, 0.0008, -0.0063, -0.0093
O, -0.0009, 0.0161, 0
O, -0.0046, 0.0038, 0.001
O, -0.0038, -0.0022, 0.009
O, 0.0011, 0.0013, -0.0001
O, -0.0022, 0.0023, -0.0013
O, -0.0008, -0.0014, 0.0003
O, 0.0024, 0.0019, 0.0037
O, 0.0006, -0.0002, -0.0048
O, -0.0009, 0.0035, -0.0017
O, 0.0037, -0.0007, -0.0077
O, -0.006, -0.0008, -0.0007
O, -0.0005, 0.0023, -0.0038
O, -0.0092, 0.002, -0.008
O, 0.0002, 0.0009, 0.0008
O, -0.0065, -0.0017, 0
O, 0.0031, -0.0005, -0.0031
O, 0.0043, 0.0082, 0.0001
O, 0.0074, 0.0062, -0.0019
O, 0.0105, -0.005, 0.0003
O, 0.0011, 0.0004, -0.0017
O, 0.006, -0.0019, 0
O, -0.0002, 0.0027, -0.0067

The program warned: the cutoff lies below the one the program advises for these potential files; the forces do not sum to zero within the program's tolerance; the exchange-correlation potential is rough where the density is thin.
